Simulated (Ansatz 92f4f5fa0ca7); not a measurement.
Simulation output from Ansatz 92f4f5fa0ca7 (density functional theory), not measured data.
Periodic cell of 223 atoms, Si132O90B1, from a study of silicon, its oxide and their interface. The atomic structure is a simulated model.
Doubt: the cutoff is far below the 930 eV that the study's wrapper takes by default for these files, so forces and energies are approximate.
This geometry differs little from another in the collection (a relaxation step or a small displacement).

Settings: functional PBE; potential files Ansatz PAW; basis plane waves; wave-function cutoff 580 eV; density cutoff ratio 5; exchange-correlation grid ratio 1; k mesh 1 x 1 x 1, Gamma-centred; self-consistency stop 5e-08 eV per atom in the density residual; occupations fixed; spin none; net charge -1 e, with a uniform compensating background and no finite-size correction.

Cell vectors (angstrom)
a, 10.938, 0, 0
b, 0, 10.938, 0
c, 0, 0, 32.1988

Atoms and the computed forces on them: element, x, y, z (angstrom), force x, y, z (eV/angstrom)
Si, 10.5798, 0.2242, 24.8806, 0.0062, -0.0149, -0.07
Si, 5.7381, 10.6779, 24.7543, -0.0143, 0.0132, -0.0635
Si, 2.4785, 2.9156, 24.6556, 0.013, -0.0111, -0.0681
Si, 8.4228, 2.4661, 24.8404, -0.0121, 0.0142, -0.0604
Si, 0.2759, 5.1655, 24.7669, -0.0157, 0.013, -0.0595
Si, 5.1476, 5.751, 24.7053, 0.0167, -0.0093, -0.0598
Si, 2.9302, 8.0086, 24.6126, -0.0102, 0.0172, -0.0717
Si, 7.938, 8.437, 24.7517, 0.0114, -0.007, -0.0676
Si, 1.3263, 1.3805, 26.046, 0.0035, -0.0071, 0.0118
Si, 6.8418, 1.3108, 26.1328, -0.008, 0.0059, 0.0068
Si, 4.0403, 4.1071, 26.0054, 0.0015, -0.0036, 0.012
Si, 9.6065, 4.0614, 26.0956, -0.006, 0.0023, 0.0078
Si, 1.3933, 6.8282, 26.0133, -0.0016, 0.0003, 0.0098
Si, 6.7649, 6.8533, 26.0385, -0.0028, -0.0077, 0.0109
Si, 4.1003, 9.5363, 26.009, -0.0015, 0.0006, 0.0122
Si, 9.4593, 9.5721, 26.1701, 0.0098, -0.0038, 0.0055
Si, 2.7243, -0.0081, 27.3601, 0.0007, 0.0005, 0.0245
Si, 8.1518, -0.0149, 27.5829, 0.0077, 0.0027, -0.0349
Si, 0.0063, 2.7155, 27.5013, -0.003, -0.005, -0.0302
Si, 5.4379, 2.7437, 27.3838, -0.0029, 0.0054, 0.0209
Si, 2.7222, 5.4691, 27.4496, -0.0001, -0.0056, -0.0061
Si, 8.1841, 5.472, 27.3689, -0.0026, 0.0051, 0.0218
Si, -0.0091, 8.1812, 27.3943, -0.0013, 0.0041, 0.0221
Si, 5.4378, 8.2017, 27.4644, 0.007, 0.0041, -0.0196
Si, 4.0756, 1.3642, 28.7652, -0.0101, -0.0011, -0.0247
Si, 9.5741, 1.36, 28.8659, 0.0074, 0.0035, 0.0515
Si, 1.3584, 4.1049, 28.8304, 0.0048, 0.0194, 0.0346
Si, 6.8288, 4.1037, 28.7619, -0.0046, 0.0053, -0.0263
Si, 4.0962, 6.8225, 28.8227, 0.0015, -0.0055, 0.0234
Si, 9.5507, 6.8231, 28.7744, -0.001, -0.0143, -0.0207
Si, 1.3648, 9.5658, 28.7616, 0.012, -0.0015, -0.0265
Si, 6.7792, 9.5475, 28.8818, -0.043, -0.0087, 0.0565
Si, 0.0155, -0.024, 30.1855, -0.0119, 0.0106, -0.0094
Si, 5.4142, 0.0122, 30.1955, 0.0198, -0.0225, -0.0058
Si, 2.7298, 2.7249, 30.1727, 0.005, 0.0026, -0.0036
Si, 8.1907, 2.757, 30.1735, 0.0079, -0.0034, 0.0029
Si, -0.0282, 5.4626, 30.1722, 0.0018, -0.0085, 0.0001
Si, 5.4819, 5.4602, 30.1714, -0.0089, 0.0022, -0.0042
Si, 2.7259, 8.211, 30.1593, 0.0017, -0.0008, 0.0073
Si, 8.2006, 8.1802, 30.1865, -0.0033, 0.0077, -0.0092
Si, 1.3702, 1.3572, 31.5577, -0.0045, 0.0056, -0.0082
Si, 6.8254, 1.3771, 31.5219, -0.0086, -0.0024, 0.0028
Si, 4.1108, 4.0904, 31.532, -0.0005, 0.0018, 0.0035
Si, 9.5556, 4.1063, 31.5721, -0.0009, 0.0022, -0.014
Si, 1.3541, 6.8408, 31.5075, 0.0115, -0.0111, 0.007
Si, 6.8417, 6.819, 31.5658, -0.0046, -0.0006, -0.0099
Si, 4.067, 9.5727, 31.5769, -0.0022, 0.0105, -0.0177
Si, 9.5755, 9.5533, 31.546, -0.0006, 0.0003, 0.0004
Si, 2.7073, -0.0015, 0.7664, 0.0058, -0.0158, 0.0052
Si, 8.1939, 0.0084, 0.6863, -0.001, 0.0023, 0.005
Si, -0.0109, 2.7149, 0.732, -0.0037, -0.0017, 0.0052
Si, 5.4776, 2.7339, 0.7108, 0.0073, -0.0004, -0.0009
Si, 2.7372, 5.4841, 0.6747, -0.0075, 0.0083, 0.0082
Si, 8.2106, 5.4794, 0.7639, 0.0075, 0.0004, 0.0063
Si, 0.0143, 8.1839, 0.7059, -0.0027, 0.0042, 0.0071
Si, 5.4808, 8.2134, 0.7278, 0.0053, -0.0015, 0.0076
Si, 4.1253, 1.3696, 2.0878, -0.0148, 0.0183, 0.0091
Si, 9.5721, 1.3123, 2.1006, -0.0141, -0.0248, 0.02
Si, 1.3746, 4.1238, 2.0471, 0.0203, 0.0046, 0.0203
Si, 6.8405, 4.0829, 2.0993, -0.0145, 0.0079, 0.0018
Si, 4.1036, 6.834, 2.0741, -0.0191, -0.0145, 0.0022
Si, 9.5713, 6.8873, 2.1125, 0.004, 0.0178, 0.0321
Si, 1.3233, 9.555, 2.1173, -0.0202, 0.013, 0.0155
Si, 6.8654, 9.5846, 2.0915, 0.029, 0.0278, 0.0239
Si, -0.1706, -0.1842, 3.5255, -0.1852, -0.1363, 0.1858
Si, 5.4972, 0.0162, 3.4743, 0.0302, 0.0088, 0.0404
Si, 2.7455, 2.7578, 3.4038, -0.0014, 0.0171, -0.0179
Si, 8.1854, 2.6796, 3.4585, -0.0284, -0.0511, 0.0375
Si, 0.0234, 5.4905, 3.4343, 0.0217, 0.0196, 0.0095
Si, 5.4895, 5.4839, 3.4426, 0.0068, -0.0062, 0.0177
Si, 2.7477, 8.2059, 3.4563, 0.0217, -0.0067, 0.0278
Si, 8.3459, 8.3854, 3.5084, 0.0184, -0.0199, 0.0974
Si, 1.3419, 1.2999, 4.6222, 0.0083, 0.0198, 0.0121
Si, 6.8824, 1.3011, 4.9354, 0.0221, -0.0027, -0.1023
Si, 4.1285, 4.104, 4.8423, 0.0136, -0.0178, -0.0562
Si, 9.5806, 4.0791, 4.7429, -0.0002, 0.0061, 0.01
Si, 1.3498, 6.8917, 4.842, -0.019, -0.0255, -0.072
Si, 6.9074, 6.9305, 4.7058, -0.0232, -0.0081, 0.0032
Si, 4.1343, 9.5806, 4.8392, -0.0084, -0.018, -0.0173
B, 9.4973, 9.5614, 4.7657, 0.3774, -0.005, -0.5073
Si, 2.7432, 0.0839, 6.0917, -0.0066, -0.0097, -0.0186
Si, 8.3762, -0.2161, 6.0639, -0.1992, 0.1693, 0.1865
Si, 0.0351, 2.6655, 6.0053, -0.016, -0.0259, -0.0527
Si, 5.4956, 2.7212, 6.3027, -0.0127, 0.0036, 0.0356
Si, 2.7755, 5.5308, 6.2183, -0.0128, 0.0118, 0.0112
Si, 8.2213, 5.4919, 6.0493, 0.005, 0.0104, -0.0271
Si, -0.1802, 8.3813, 5.9185, -0.0039, -0.0076, 0.0704
Si, 5.5659, 8.2413, 6.1875, 0.0148, -0.0007, -0.0661
Si, 3.8205, 1.5844, 7.5937, 0.0307, -0.0007, 0.1037
Si, 9.8202, 1.1141, 7.3619, 0.0061, -0.0178, 0.0901
Si, 1.6021, 3.7967, 7.2952, 0.0025, -0.0041, 0.098
Si, 6.6657, 4.4476, 7.4629, 0.0209, -0.0373, 0.0635
Si, 4.4425, 6.685, 7.506, 0.0072, 0.0083, 0.0952
Si, 9.4231, 7.031, 7.346, 0.0545, -0.0322, -0.0184
Si, 1.0598, 9.887, 7.231, -0.0231, -0.0022, 0.0658
Si, 7.2145, 9.2419, 7.5996, -0.045, 0.1279, 0.1139
O, 8.2408, 8.0053, 7.9206, 0.0082, -0.011, 0.0465
O, 2.7097, 2.7574, 7.9541, -0.0099, 0.0267, -0.0464
O, 9.5155, 1.3497, 24.2757, -0.0007, 0.0006, 0.0172
O, 4.0459, 6.8658, 24.1271, -0.0052, 0.0011, 0.0179
O, 0.045, 0.0683, 7.9373, 0.0138, -0.0191, -0.0038
O, 5.5273, 5.5307, 8.0174, -0.0113, 0.0127, -0.0202
O, 6.8504, 9.5697, 24.2025, 0.0005, -0.0016, 0.0174
O, 1.3697, 4.0587, 24.17, 0.0021, -0.0017, 0.0154
O, 3.9741, 7.5583, 8.865, -0.0155, -0.0089, -0.0573
O, 0.6835, 4.2907, 8.5679, 0.001, -0.0123, -0.0495
O, 10.0151, 6.4036, 8.77, -0.0053, 0.0103, -0.0883
O, 1.8264, 9.1599, 8.4825, -0.0382, 0.0174, -0.1073
O, 7.5328, 3.9703, 8.799, -0.0203, 0.0367, -0.0576
O, 4.2164, 0.9219, 9.081, -0.0525, 0.0038, -0.1002
O, 6.7963, 9.6244, 9.1734, 0.0027, -0.0049, -0.1655
O, 9.1253, 1.8058, 8.703, 0.0461, -0.0619, -0.1267
O, 7.712, 3.1512, 23.5217, 0.0407, -0.0354, 0.0646
O, 10.502, 5.8386, 23.4458, 0.0327, -0.038, 0.0602
O, 5.0945, 0.429, 23.4027, 0.0309, -0.0379, 0.0633
O, 5.8552, 5.0882, 23.3678, -0.0318, 0.0376, 0.0524
O, 3.1072, 2.2059, 23.2822, -0.0414, 0.0328, 0.0618
O, 2.2885, 8.7259, 23.2372, 0.0408, -0.0334, 0.0568
O, 8.622, 7.753, 23.4066, -0.0416, 0.0322, 0.062
O, 0.2141, 10.3397, 23.5892, -0.0253, 0.0342, 0.0686
Si, 4.3927, 1.5689, 22.4825, 0.0018, -0.0075, -0.0867
Si, 3.4985, 7.9274, 14.0064, 0.0086, -0.0051, 0.0282
Si, 7.117, 0.9697, 14.6382, -0.0103, -0.0025, 0.0163
Si, 0.9357, 9.3562, 22.5363, -0.0116, 0.0219, -0.0788
Si, 1.1562, 4.2986, 11.877, 0.0328, -0.0417, 0.0388
Si, 6.2647, 8.9688, 15.2967, 0.0016, 0.004, 0.0022
Si, 0.6856, 1.3508, 12.3079, -0.004, 0.0072, 0.0102
Si, 8.6184, 4.9574, 20.5174, 0.0173, -0.0214, -0.0447
Si, 0.3766, 5.6594, 9.3673, 0.0301, -0.0376, 0.0959
Si, 5.0957, 3.1191, 17.9264, 0.0065, 0.0066, 0.0067
Si, 0.8678, 3.732, 16.7282, 0.015, 0.0042, 0.0033
Si, 10.3919, 2.8454, 19.22, 0.0029, -0.0063, -0.0152
Si, 5.2504, 1.1949, 10.3281, 0.0168, 0.0336, 0.0668
Si, 0.8814, 0.1742, 19.851, -0.0227, 0.0232, -0.033
Si, 6.6697, 9.4808, 10.7951, 0.0091, -0.0311, 0.1171
Si, 9.3412, 9.6784, 18.3071, -0.0093, -0.0122, 0.0034
Si, 9.4126, 9.2484, 12.534, 0.0092, -0.0139, 0.0351
Si, 6.5699, 3.8452, 22.6004, 0.0024, 0.0022, -0.07
Si, 2.4886, 8.0101, 9.3791, -0.0037, 0.021, 0.1009
Si, 10.5933, 7.3652, 17.0634, 0.0051, -0.0051, 0.0052
Si, 2.5106, 6.2843, 16.5522, 0.0003, -0.0047, 0.0201
Si, 10.1661, 4.482, 14.1677, -0.0109, 0.0041, 0.0282
Si, 6.1371, 9.1887, 18.498, 0.009, -0.0133, 0.0151
Si, 7.9524, 2.573, 9.515, -0.0522, 0.0051, 0.1195
Si, 8.8858, 2.1328, 12.406, 0.0034, -0.0129, 0.0393
Si, 5.3387, 6.2453, 18.0499, -0.0034, 0.0047, 0.0106
Si, 3.9228, 0.562, 19.4724, 0.0129, -0.0085, -0.0485
Si, 4.2509, 3.8569, 12.0264, 0.0001, 0.0198, 0.024
Si, 5.5602, 6.6205, 12.0828, -0.0048, -0.0297, 0.0187
Si, 8.0058, 2.5011, 17.2066, -0.0041, 0.006, 0.0024
Si, 4.3516, 2.4928, 14.9403, 0.0035, -0.0172, 0.0175
Si, 1.5413, 1.201, 15.2592, 0.0164, -0.0085, 0.0214
Si, 1.5972, 9.4108, 12.0146, -0.0209, 0.0345, 0.0396
Si, 8.0602, 6.8552, 13.8332, -0.0031, -0.0019, 0.0069
Si, 10.3864, 9.8304, 15.4662, 0.0065, -0.0119, 0.0244
Si, 9.8073, 7.0118, 22.5677, 0.0017, -0.0053, -0.0694
Si, 8.1108, 5.4868, 17.4113, -0.003, 0.0064, -0.0213
O, 6.0663, 7.9715, 11.2331, 0.019, 0.0482, -0.0173
O, 6.0277, 9.2041, 16.8808, 0.0003, -0.0005, -0.0051
O, 7.6911, 1.3613, 13.1737, 0.0227, 0.0125, -0.0215
O, 0.8655, 1.7303, 13.8862, -0.0104, 0.0026, -0.0333
O, 9.4394, 6.242, 16.8819, -0.0044, -0.0058, 0.002
O, 6.7848, 6.2127, 13.0753, -0.0202, 0.0063, -0.0046
O, 5.1372, 4.6587, 18.5919, 0.001, -0.0065, -0.007
O, 9.2186, 2.1525, 18.2659, 0.0117, 0.0015, 0.0035
O, 2.366, 0.1, 19.0864, -0.003, -0.0006, 0.0092
O, 9.4119, 10.2279, 16.7458, 0.0029, 0.0033, -0.0033
O, 2.7632, 4.4684, 11.6985, -0.0119, 0.0115, 0.0053
O, 5.0662, 10.3267, 19.0936, -0.0148, 0.0161, 0.0012
O, 9.4185, 3.2513, 13.4394, -0.006, -0.0193, -0.0075
O, 0.4452, 1.7638, 19.9529, 0.0076, -0.006, -0.0039
O, 3.1539, 1.3623, 15.0476, -0.0021, 0.0038, 0.0006
O, 8.1582, 5.3885, 19.0261, 0.0089, -0.0062, 0.0364
O, 3.8905, 6.5844, 17.3733, -0.0023, 0, -0.0075
O, 4.5662, 3.2803, 16.3732, -0.0019, -0.0031, -0.006
O, 9.0548, 5.6629, 14.3083, 0.0054, -0.0006, 0.0044
O, 5.4542, 2.7563, 22.1388, 0.0026, 0.0037, 0.0124
O, 10.647, 4.1057, 15.6684, -0.0098, 0.0045, -0.0244
O, 0.3295, 3.8631, 18.2663, -0.0092, -0.0071, 0.0043
O, 10.4257, 10.5137, 19.2047, 0.0225, 0.0083, 0.0068
O, 9.6619, 10.023, 14.0058, -0.0071, -0.004, -0.0294
O, 10.9026, 8.1215, 22.0938, -0.0037, -0.0052, 0.0115
O, 1.2018, 2.1502, 16.536, -0.0014, -0.0016, -0.0074
O, 9.7232, 3.752, 20.4043, -0.0153, 0.0201, 0.0079
O, 8.1211, 4.0349, 16.6859, 0.0041, -0.0014, 0.0062
O, -0.0174, 9.1014, 11.8742, 0.0219, -0.005, 0.0048
O, 6.576, 2.4058, 17.9917, -0.0005, -0.003, -0.0052
O, 5.6033, 10.7294, 11.1654, 0.0028, 0.0111, -0.0165
O, 7.7509, 9.5913, 18.8287, -0.0001, 0.0021, -0.0096
O, 10.0414, 1.0068, 12.051, -0.0025, 0.0009, 0.0038
O, 1.6585, 6.6323, 9.291, -0.0212, 0.0518, -0.0327
O, 0.6281, 4.7655, 13.3603, 0.0189, -0.0004, -0.0244
O, 5.6958, 7.6271, 18.9659, 0.0012, 0.0042, -0.013
O, 5.2211, 5.097, 11.4954, 0.0016, -0.0094, 0.0062
O, 2.7305, 6.9671, 15.0912, 0.0073, 0.0129, -0.0213
O, 0.9478, 2.7199, 11.4904, 0.0029, 0.0131, -0.002
O, 0.8735, 10.6682, 15.5583, -0.0003, 0.0032, -0.0037
O, 2.4719, 8.6424, 10.8853, 0.0223, -0.0715, -0.1141
O, 4.662, 2.4359, 11.2777, 0.0195, -0.0549, -0.0302
O, 4.2255, 3.5322, 13.6679, -0.0013, 0.0172, -0.0337
O, 2.1779, 4.6794, 16.4639, -0.0028, -0.003, -0.0016
O, 10.6973, 8.2399, 15.6814, -0.0003, 0.009, -0.0033
O, 6.9209, 10.3029, 14.6587, 0.0042, 0.0052, 0.0042
O, 2.3379, 8.9344, 13.4134, -0.0255, 0.0149, -0.0284
O, 8.0278, 1.5299, 15.8902, -0.001, -0.0062, -0.0084
O, 4.1581, 7.0193, 12.83, 0.019, -0.0116, -0.0071
O, 4.1729, 2.0139, 18.7202, -0.0088, -0.015, 0.0092
O, 7.287, 4.4197, 21.2663, -0.0356, -0.0183, 0.0403
O, 8.4291, 2.8828, 11.0479, -0.0283, 0.0055, -0.0842
O, 1.1874, 6.8706, 17.3399, 0.0015, 0.0017, -0.0076
O, 5.6572, 1.6037, 14.7248, 0.0031, -0.0009, 0.0033
O, 8.1496, 9.752, 11.5649, -0.0431, 0.0056, -0.0229
O, 9.204, 6.2862, 21.2431, 0.0199, 0.0361, 0.0386
O, 8.9951, 7.7164, 12.8474, 0.0101, 0.0183, -0.0034
O, 1.6758, 0.1191, 11.9037, 0.007, -0.0122, 0.0032
O, 6.6513, 6.1594, 17.0549, 0.0058, -0.0004, 0.0013
O, 7.3875, 7.8026, 15.0041, 0.0088, -0.0126, -0.0067
O, 1.2015, 10.2953, 21.2285, -0.0008, -0.046, 0.0637
O, 10.0344, 8.1997, 18.3406, -0.0015, 0.0044, -0.0044
O, 3.9569, 0.8532, 21.0824, 0.0134, 0.028, 0.0712
O, 0.218, 5.2281, 10.9268, -0.0169, 0.0475, -0.0874
O, 6.6345, 1.6372, 9.6038, 0.0351, 0.0046, -0.0098
O, 4.7687, 8.7158, 14.6816, -0.0116, -0.0059, -0.0034

Results
free energy: -135250.495 eV
free energy less fixed offsets of B -154.04, O -568.88, Si -635.61 eV per atom: 3.265 eV

The program warned: the cutoff lies below the one the program advises for these potential files; the forces do not sum to zero within the program's tolerance; the exchange-correlation potential is rough where the density is thin.
